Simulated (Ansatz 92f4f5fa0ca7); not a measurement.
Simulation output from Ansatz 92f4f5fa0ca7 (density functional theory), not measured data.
Periodic cell of 240 atoms, Si143O91As6, from a study of silicon, its oxide and their interface. The atomic structure is a simulated model.
This geometry differs little from another in the collection (a relaxation step or a small displacement).

Settings: functional PBE; potential files Ansatz PAW; basis plane waves; wave-function cutoff 700 eV; density cutoff ratio 5; exchange-correlation grid ratio 1; k mesh 2 x 2 x 1, shifted by 0.5 0.5 0.5 of a step; self-consistency stop 5e-08 eV per atom in the density residual; occupations fixed; spin none; net charge 0.

Cell vectors (angstrom)
a, 11.6015, 0, 0
b, 0, 10.938, 0
c, 0, 0, 32.7882

Atoms: element, x, y, z (angstrom)
As, 0.0095, -0.0072, 23.7861
Si, 3.9074, -0.0368, 24.0408
Si, 7.7163, 0.1786, 24.1413
Si, 1.9832, 1.4323, 23.9877
Si, 5.739, 1.4525, 24.0788
Si, 9.73, 1.5045, 24.0966
Si, 0.1069, 5.4703, 23.9604
As, 3.8143, 5.2588, 24.0023
Si, 7.7405, 5.4535, 24.1968
As, 1.9851, 6.9918, 23.906
Si, 5.7007, 6.6943, 24.3141
Si, 9.6607, 6.8495, 23.9825
Si, 1.9386, 2.7192, 26.0051
Si, 5.7608, 2.8193, 26.0149
Si, 9.6932, 2.7567, 26.0832
Si, 11.6168, 4.1376, 25.9657
Si, 3.8168, 4.1445, 26.1004
Si, 7.7531, 4.1077, 26.1116
Si, 1.9016, 8.2014, 25.989
Si, 5.8068, 8.2218, 26.094
Si, 9.7181, 8.2355, 25.9407
Si, 11.6226, 9.6756, 25.916
Si, 3.8445, 9.5678, 26.011
Si, 7.7585, 9.5975, 25.9873
Si, 11.6097, -0.0107, 27.9371
Si, 3.857, 0.0017, 27.9451
Si, 7.7419, 0.0011, 27.9434
Si, 1.9237, 1.3703, 27.9509
Si, 5.7953, 1.3728, 27.9196
Si, 9.6835, 1.3585, 27.9735
Si, 11.6078, 5.4712, 27.9355
Si, 3.8433, 5.5136, 27.9937
Si, 7.7522, 5.508, 27.9902
Si, 1.9055, 6.8733, 27.9505
Si, 5.8032, 6.8441, 27.994
Si, 9.696, 6.8742, 27.9184
Si, 1.9336, 2.7345, 29.889
Si, 5.8008, 2.7345, 29.889
Si, 9.6679, 2.7345, 29.889
Si, 0, 4.1018, 29.889
Si, 3.8672, 4.1018, 29.889
Si, 7.7343, 4.1018, 29.889
Si, 1.9336, 8.2035, 29.889
Si, 5.8008, 8.2035, 29.889
Si, 9.6679, 8.2035, 29.889
Si, 0, 9.5708, 29.889
Si, 3.8672, 9.5708, 29.889
Si, 7.7343, 9.5708, 29.889
Si, 0, 0, 31.8226
Si, 3.8672, 0, 31.8226
Si, 7.7343, 0, 31.8226
Si, 1.9336, 1.3673, 31.8226
Si, 5.8008, 1.3673, 31.8226
Si, 9.6679, 1.3673, 31.8226
Si, 0, 5.469, 31.8226
Si, 3.8672, 5.469, 31.8226
Si, 7.7343, 5.469, 31.8226
Si, 1.9336, 6.8362, 31.8226
Si, 5.8008, 6.8362, 31.8226
Si, 9.6679, 6.8362, 31.8226
Si, 1.9336, 2.7345, 0.9679
Si, 5.8008, 2.7345, 0.9679
Si, 9.6679, 2.7345, 0.9679
Si, 0, 4.1018, 0.9679
Si, 3.8672, 4.1018, 0.9679
Si, 7.7343, 4.1018, 0.9679
Si, 1.9336, 8.2035, 0.9679
Si, 5.8008, 8.2035, 0.9679
Si, 9.6679, 8.2035, 0.9679
Si, 0, 9.5708, 0.9679
Si, 3.8672, 9.5708, 0.9679
Si, 7.7343, 9.5708, 0.9679
Si, 11.5988, -0.057, 2.9518
Si, 3.8692, -0.0162, 2.8856
Si, 7.7415, -0.0341, 2.9192
Si, 1.9166, 1.3309, 2.8832
Si, 5.8057, 1.3362, 2.9126
Si, 9.6835, 1.3223, 2.8469
Si, 11.5808, 5.4841, 2.8868
Si, 3.876, 5.4604, 2.9169
Si, 7.7256, 5.4933, 2.8853
Si, 1.9246, 6.8083, 2.8605
Si, 5.7983, 6.8539, 2.9203
Si, 9.6617, 6.8767, 2.9785
Si, 1.9033, 2.7121, 4.7809
Si, 5.7821, 2.663, 4.8764
Si, 9.6663, 2.7572, 4.6868
Si, 11.602, 4.1341, 4.8082
Si, 3.8598, 4.0307, 4.8165
Si, 7.7021, 4.0376, 4.7319
Si, 1.9163, 8.1514, 4.7758
Si, 5.8226, 8.1796, 4.8964
Si, 9.6691, 8.1707, 5.0339
Si, 11.6137, 9.5515, 4.9643
Si, 3.8445, 9.5097, 4.7755
Si, 7.7474, 9.5859, 4.8953
Si, 11.6224, 0.1823, 6.7896
Si, 3.7126, -0.0122, 6.6345
As, 7.7497, -0.1153, 6.9603
As, 1.9482, 1.6188, 6.9019
Si, 5.7101, 1.2627, 6.8219
Si, 9.6154, 1.4034, 6.5718
As, 11.6851, 5.2315, 6.958
Si, 3.8687, 5.3589, 6.7615
Si, 7.7697, 5.263, 6.7122
Si, 1.9538, 6.7377, 6.6502
Si, 5.8521, 6.6519, 6.7436
Si, 9.686, 6.607, 6.9226
O, 9.7189, 2.4721, 7.8482
O, 5.9173, 7.4223, 8.2185
O, 3.5389, 9.9686, 7.9721
O, 9.4769, 7.11, 8.5134
O, 2.0191, 7.7516, 7.9664
O, 3.8782, 4.5363, 8.2218
O, 5.5032, 2.0402, 8.3116
O, -0.0752, 10.6287, 8.3768
O, 7.7214, 4.2578, 8.0586
O, 7.4108, 10.2566, 22.7585
O, 5.5488, 7.6576, 22.9983
O, 7.7379, 4.4183, 22.8858
O, 9.3673, 7.8462, 22.6745
O, 4.1224, 9.9339, 22.6901
O, 2.1019, 2.5243, 22.7133
O, 5.651, 2.0919, 22.5192
O, 0.3278, 4.4956, 22.6125
O, 9.807, 2.6794, 22.8854
Si, -0.0493, 10.3323, 12.6383
Si, 10.2383, 3.4914, 11.4062
Si, 2.9215, 0.8588, 17.3442
Si, 3.2807, 8.075, 14.441
Si, 8.9013, 0.6155, 12.3169
Si, 4.5916, 9.1844, 17.2219
Si, 0.8943, 5.372, 10.9192
Si, 2.8276, 8.8297, 8.8813
Si, 10.5738, 8.6199, 16.874
Si, 6.1743, 3.9365, 18.8331
Si, 3.6252, 3.8638, 17.039
Si, 0.5752, 7.3561, 13.2875
Si, 7.3582, 5.8391, 14.9346
Si, 1.2457, 3.4885, 21.6905
Si, 7.1638, 10.0862, 21.1587
Si, 8.6567, 5.4907, 19.7008
Si, 9.4605, 8.2212, 21.0891
Si, 3.7534, 4.8178, 9.8271
Si, 0.5222, 0.1223, 15.4277
Si, 3.0695, 7.9548, 19.6361
Si, 10.8478, 5.5547, 17.5651
Si, 4.5036, 10.7577, 13.1671
Si, 6.3664, 1.9968, 21.0515
Si, 7.5005, 8.8305, 16.2019
Si, 6.6231, 9.9239, 10.9547
Si, 0.2488, 9.3786, 19.7081
Si, 4.3868, 2.6856, 11.9301
Si, 4.3599, 5.0896, 14.234
Si, 8.6667, 3.1923, 8.8549
Si, 1.8187, 5.1357, 19.1785
Si, 8.7638, 3.5451, 21.9623
Si, 10.8619, 2.6227, 16.7759
Si, 7.839, 3.0651, 16.4189
Si, 4.8088, 8.6354, 21.9587
Si, 0.212, 9.9629, 9.8283
Si, 9.5162, 6.1279, 12.7628
Si, 6.9192, 0.619, 14.6924
Si, 10.2278, 7.258, 9.9624
Si, 5.3776, 7.4134, 9.7536
Si, 0.6435, 1.4457, 19.4036
Si, 6.2286, 1.6069, 9.723
O, 5.9884, 9.0009, 20.9013
O, 5.3118, 0.3606, 14.4799
O, 8.0125, 4.5732, 15.7636
O, 9.7238, 1.9674, 11.7804
O, 10.9062, 6.9874, 16.7286
O, 2.146, 1.1856, 18.7668
O, 3.5509, 4.6013, 15.5774
O, 6.505, 8.3221, 10.5595
O, 7.0505, 5.1526, 19.5214
O, 3.6479, 3.4022, 10.6524
O, 10.6816, 6.8152, 13.7144
O, 5.9137, 5.2427, 14.5838
O, 9.3559, 6.8972, 11.3122
O, 7.7572, 1.0922, 13.3691
O, 2.6673, 6.4888, 19.1344
O, 5.8092, 2.2968, 11.1631
O, 7.5558, 10.1128, 15.1664
O, 11.1764, 4.2402, 16.6144
O, 11.5092, 1.6295, 15.6502
O, 5.6465, 10.1007, 12.2283
O, 6.5351, 0.4848, 20.4671
O, 6.2192, 9.1322, 17.1586
O, 10.6917, 8.8076, 10.0203
O, 4.3124, 3.8648, 13.1002
O, 7.2674, 7.2909, 15.6795
O, 11.1884, 9.064, 18.283
O, 7.7903, 2.0123, 9.5456
O, 2.0701, 4.4576, 20.6509
O, 0.3179, 8.7533, 12.4965
O, 9.2867, 2.3895, 16.577
O, 4.9389, 4.4089, 17.87
O, 4.189, 8.4241, 18.5833
O, 9.4018, 4.5358, 20.8263
O, 1.8162, 8.9848, 19.6856
O, 0.1288, 0.0281, 11.1292
O, 3.9539, 8.1901, 9.8488
O, 9.3701, 5.3461, 18.2401
O, 6.0437, -0.0229, 9.7836
O, 11.2217, 9.7069, 15.7952
O, 2.2888, 5.4523, 10.1087
O, 11.298, 2.0786, 18.2447
O, 0.4927, 2.4553, 20.6756
O, 8.6068, 9.5468, 20.621
O, 6.944, 1.953, 15.6297
O, 8.1332, 10.5178, 11.2669
O, 0.2693, 5.5311, 18.8489
O, 1.1669, 6.169, 12.3296
O, 9.4942, 3.9472, 10.0237
O, 9.8011, 4.527, 12.586
O, 3.5791, 2.25, 16.7915
O, 4.9959, 5.8633, 10.2519
O, 3.8875, 8.4239, 15.9293
O, 4.1468, 10.7388, 17.4478
O, 11.4943, 6.2422, 9.9757
O, 0.8665, 0.043, 13.8264
O, 3.8333, 1.2075, 12.4912
O, 0.2528, 3.8551, 11.1699
O, 8.1142, 6.2056, 13.5476
O, 3.5349, 9.4619, 13.545
O, 1.8908, 0.1189, 16.3076
O, 5.5656, 2.9569, 20.0007
O, 8.9575, 8.8179, 16.9295
O, 1.6587, 7.7278, 14.4692
O, 1.7468, 9.4535, 9.8983
O, 11.0449, 8.5088, 20.8228
O, 11.6945, 0.0313, 19.9882
O, 2.3164, 4.1931, 17.9488
O, 7.917, 2.4543, 21.1352
O, 7.2119, 3.114, 17.9105
O, 3.8935, 6.6406, 13.8458
O, 3.6667, 7.8374, 21.1376
O, 8.8393, 7.0196, 20.195
O, 10.0008, 10.609, 13.0659

Results
free energy: -171817.878 eV
free energy less fixed offsets of As -4857.07, O -569.03, Si -635.61 eV per atom: -1.498 eV

Forces (eV/angstrom), in the order of the atoms: element, x, y, z
As, 0.0094, 0.0027, 0.0057
Si, -0.0082, 0.0206, -0.018
Si, -0.001, 0.0248, -0.008
Si, -0.002, -0.0163, -0.0032
Si, 0.0154, -0.0049, 0.0028
Si, -0.0129, -0.0065, 0.0018
Si, -0.0349, 0.0127, -0.006
As, -0.006, 0.0088, -0.0033
Si, 0.0053, 0.008, 0.0018
As, 0.0052, -0.0054, 0.0037
Si, 0.0162, -0.024, -0.0023
Si, 0.012, -0.0052, -0.0033
Si, -0.0119, 0.015, 0.0043
Si, 0.024, 0.0203, -0.0028
Si, 0.0056, 0.017, -0.0099
Si, 0.0188, -0.0202, -0.0007
Si, -0.0004, -0.0113, -0.0005
Si, -0.0245, -0.0231, -0.0004
Si, 0.014, 0.0158, -0.0025
Si, -0.0225, 0.0286, 0.0016
Si, -0.0101, 0.0161, -0.0066
Si, -0.018, -0.0047, -0.0072
Si, 0.0054, -0.0298, 0.016
Si, 0.0219, -0.0254, 0.0066
Si, -0.0005, 0.0225, -0.0014
Si, -0.0045, 0.0247, 0.0002
Si, -0.0081, 0.025, 0.0034
Si, 0.0144, -0.0262, -0.0074
Si, -0.0012, -0.0175, 0.0058
Si, 0.0001, -0.0289, 0.0003
Si, -0.0041, 0.0201, -0.0055
Si, 0.0119, 0.0285, -0.0025
Si, -0.0015, 0.0179, 0.0026
Si, -0.0031, -0.027, -0.0028
Si, 0.0016, -0.0306, -0.0022
Si, -0.0041, -0.0173, -0.0018
Si, -0.0105, 0.0051, -0.0449
Si, -0.0092, -0.0238, -0.232
Si, 0.0235, -0.0369, 0.0711
Si, -0.0166, 0.0427, -0.123
Si, -0.0579, 0.0558, 0.0878
Si, 0.0709, 0.0858, 0.0864
Si, -0.0614, 0.0933, 0.0723
Si, 0.0056, 0.1, 0.2745
Si, 0.0639, 0.0754, -0.0952
Si, 0.0302, -0.0539, -0.0439
Si, -0.0034, 0.0465, -0.0647
Si, -0.0298, 0.0429, -0.0537
Si, -0.0079, 0.0978, 0.0097
Si, -0.014, -0.012, -0.0109
Si, 0.0143, 0.0184, -0.0078
Si, 0.0016, 0.0259, -0.0315
Si, 0.0126, -0.0406, 0.0025
Si, -0.0147, 0.0918, -0.0143
Si, 0.0032, 0.01, -0.039
Si, -0.0041, -0.0339, 0.0182
Si, 0.0046, -0.0726, 0.0015
Si, 0.013, 0.0222, -0.0115
Si, -0.0023, 0.0163, 0.0529
Si, -0.0126, -0.1142, 0.0335
Si, -0.0362, -0.0744, 0.0159
Si, 0.0112, -0.06, 0.1769
Si, 0.042, -0.0953, -0.2257
Si, -0.0916, -0.017, -0.0143
Si, 0.0464, 0.0151, 0.097
Si, 0.0184, 0.0906, -0.0114
Si, 0.0223, -0.0044, -0.1841
Si, -0.0277, -0.001, 0.055
Si, -0.0253, 0.015, 0.2753
Si, 0.0025, -0.1324, 0.1508
Si, 0.0057, -0.0639, -0.1692
Si, -0.001, -0.0677, -0.0073
Si, -0.004, 0.0218, -0.0019
Si, 0.0029, 0.0226, -0.0003
Si, -0.0007, 0.0242, -0.0006
Si, -0.0005, -0.0172, 0.0021
Si, -0.0032, -0.0244, -0.0004
Si, 0.0022, -0.0222, 0.0069
Si, 0.0077, 0.0166, 0.0015
Si, -0.0102, 0.03, -0.0065
Si, 0.0041, 0.0243, 0.0004
Si, 0.0075, -0.028, -0.0028
Si, 0.005, -0.0176, -0.0053
Si, -0.0146, -0.0272, -0.0025
Si, 0.0156, 0.0184, -0.0001
Si, 0.0015, 0.0244, 0.003
Si, -0.0077, 0.0274, -0.0005
Si, 0.0063, -0.0138, 0.0034
Si, -0.0078, -0.0251, 0.0076
Si, 0.0149, -0.0311, -0.0043
Si, 0.0047, 0.0236, 0.0008
Si, 0.007, 0.0286, 0.0011
Si, 0.0109, 0.0173, 0.0083
Si, -0.0131, -0.0273, -0.0005
Si, 0.0052, -0.0248, -0.0031
Si, -0.0082, -0.024, 0.0039
Si, 0.0116, 0.0087, 0.0287
Si, 0.0042, 0.0138, 0.0064
As, -0.0064, 0.0067, 0.0095
As, -0.0097, -0.0017, 0
Si, 0.0012, -0.0096, 0.0075
Si, 0.0103, -0.0051, -0.0123
As, -0.0159, -0.0006, 0.0017
Si, 0.0133, 0.0111, -0.0083
Si, -0.0029, 0.0125, 0.0159
Si, 0.0038, -0.0062, 0.0088
Si, -0.01, -0.0144, -0.0036
Si, 0.0078, -0.0011, 0.0015
O, -0.007, -0.0057, 0.0029
O, -0.0036, 0.0092, 0.0101
O, -0.0082, -0.0083, 0.0003
O, -0.0018, -0.0026, 0.0009
O, 0.0026, -0.0003, -0.0046
O, -0.0014, -0.0028, 0.0084
O, -0.0019, 0.002, -0.0018
O, 0.0013, -0.0073, 0.0028
O, 0.0028, -0.0025, -0.003
O, -0.0015, -0.01, -0.0039
O, -0.0069, 0.0023, 0.005
O, 0.0032, -0.0052, -0.0076
O, -0.0038, 0.0079, -0.0134
O, 0.0021, -0.0089, 0.0008
O, -0.0003, 0.0038, -0.0015
O, -0.0023, 0.0053, -0.0092
O, 0.0128, -0.0091, -0.0037
O, -0.0012, -0.003, -0.0024
Si, 0.0032, 0.0044, -0.0059
Si, 0.0006, 0.0001, -0.0025
Si, -0.0019, -0.0007, -0.0038
Si, -0.0016, -0.0006, 0.0008
Si, 0.0026, -0.0021, -0.0054
Si, -0.0009, -0.0008, -0.0033
Si, -0.0033, 0.0009, -0.0049
Si, -0.0069, 0.0037, 0.0003
Si, 0.0003, 0.0014, 0.0003
Si, 0.0002, -0.0032, 0.0027
Si, 0.002, 0.0002, -0.0031
Si, -0.0028, 0.0017, 0.0001
Si, -0.0017, -0.0023, -0.0018
Si, -0.0023, 0.003, 0.0122
Si, 0.007, 0.0021, 0.0078
Si, 0.005, -0.0018, 0.0051
Si, 0.0008, -0.0064, 0.0202
Si, -0.0009, -0.002, -0.0075
Si, 0.0032, 0.001, -0.0043
Si, -0.0005, 0.0007, 0.0028
Si, 0.0001, -0.0001, 0.0013
Si, -0.0019, -0.0016, -0.0024
Si, -0.0033, 0.0036, 0.0103
Si, -0.0005, -0.0021, -0.0028
Si, -0.0007, 0.0015, -0.0057
Si, -0.0012, -0.0026, 0.0011
Si, 0.0018, -0.0017, -0.0051
Si, 0.0014, 0.0007, 0.0019
Si, -0.0062, -0.0013, -0.0009
Si, 0.0003, -0.0023, 0.0047
Si, -0.0003, 0.0005, 0.012
Si, 0.0008, -0.0011, -0.0024
Si, 0.0003, 0.0007, -0.0014
Si, -0.0061, 0.0068, 0.0012
Si, -0.0006, 0.0091, -0.0153
Si, 0.0022, -0.0006, -0.0018
Si, -0.0002, -0.0003, -0.0034
Si, 0.0006, -0.0018, -0.0114
Si, 0.0075, 0.0021, -0.0096
Si, 0.001, 0.0015, 0.0016
Si, -0.0003, -0.0001, -0.0143
O, -0.0035, -0.0011, -0.0023
O, 0.0012, -0.001, -0.0028
O, -0.0019, -0.0022, 0
O, 0.001, 0.0025, 0.0043
O, 0, 0.0004, 0.0008
O, -0.0012, 0.0005, -0.0024
O, 0.0017, -0.0013, -0.0002
O, -0.0016, 0.0015, 0.0007
O, 0.0015, 0.0001, -0.0027
O, 0, 0.0009, 0.0007
O, 0.0008, -0.001, -0.0031
O, 0.0004, -0.0008, -0.0052
O, 0.0014, 0.0001, 0.002
O, 0.0023, -0.0027, -0.0022
O, 0.0009, -0.0015, -0.0007
O, 0.0006, -0.0027, 0.0038
O, -0.0033, 0.0005, -0.0024
O, -0.0003, -0.0005, 0.0013
O, -0.0001, 0.0012, 0.0031
O, 0.0026, 0.0008, -0.0003
O, 0.0004, -0.0025, -0.0019
O, 0.0004, 0.0001, -0.0029
O, 0.0018, -0.0022, 0.0012
O, -0.0034, -0.0026, -0.0011
O, -0.0022, 0.0001, -0.001
O, -0.0048, 0.0008, -0.0025
O, 0.0031, 0.0028, 0.0028
O, -0.0007, 0.0022, -0.0099
O, 0, -0.0016, -0.0004
O, 0.0001, 0.0015, -0.0005
O, 0, -0.002, -0.002
O, -0.0015, 0.0002, -0.0024
O, -0.0025, 0.003, -0.0087
O, -0.0017, -0.0019, -0.0079
O, 0, -0.0076, 0.0036
O, 0.0026, -0.0001, -0.0032
O, 0.0021, 0.0012, 0.0008
O, 0.0006, -0.0037, 0.0058
O, 0.0003, -0.0017, 0.0017
O, 0.0039, 0.0004, 0.0012
O, 0.0017, -0.0008, -0.0016
O, 0.0002, -0.0012, -0.0064
O, -0.0048, 0.0019, -0.006
O, 0.002, -0.0021, -0.001
O, -0.0035, -0.0014, 0.0048
O, 0.0031, -0.0008, -0.0034
O, 0.0008, -0.0023, -0.0028
O, 0.0007, -0.0026, -0.0003
O, 0.0015, -0.0014, -0.002
O, -0.0005, -0.0003, 0.0014
O, -0.0038, -0.0025, 0.0055
O, 0.0017, 0.0009, 0.0002
O, 0.0002, -0.0003, -0.0015
O, 0.0006, -0.0009, 0.0025
O, -0.0037, -0.0033, 0.0015
O, 0.002, -0.0004, 0.0001
O, -0.0013, 0.0036, 0.0005
O, 0.0015, -0.0014, 0.0001
O, 0.0015, 0.0005, -0.0004
O, 0.0008, 0.0002, 0.0018
O, 0.0035, 0.0006, -0.0048
O, 0.0021, -0.0028, -0.0044
O, 0.0018, -0.0005, -0.0028
O, 0.0021, -0.0023, -0.0038
O, -0.0003, 0.0021, -0.0088
O, 0.0033, -0.0005, -0.0044
O, 0.0005, -0.0004, 0.0004
O, 0.0004, -0.0022, -0.0051
O, -0.0009, 0.0013, -0.0009
O, 0.0001, -0.0009, -0.0011
O, 0.0023, 0.0041, -0.0063
O, -0.0009, -0.0063, -0.0071
O, 0.0001, 0.0031, -0.0028

The program warned: the cutoff lies below the one the program advises for these potential files; the forces do not sum to zero within the program's tolerance; the exchange-correlation potential is rough where the density is thin.
